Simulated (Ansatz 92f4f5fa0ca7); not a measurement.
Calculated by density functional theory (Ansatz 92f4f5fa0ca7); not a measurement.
Periodic cell of 289 atoms, Si199O82H8, from a study of silicon, its oxide and their interface. The atomic structure is a simulated model.

Settings: functional PBE; potential files Ansatz PAW; basis plane waves; wave-function cutoff 700 eV; density cutoff ratio 5; exchange-correlation grid ratio 1; k mesh 2 x 2 x 1, shifted by 0.5 0.5 0.5 of a step; self-consistency stop 5e-08 eV per atom in the density residual; occupations fixed; spin none; net charge 0.

Cell vectors (angstrom)
a	10.938	0	0
b	0	10.938	0
c	0	0	42.7635

Atoms and the computed forces on them: element, x, y, z (angstrom), force x, y, z (eV/angstrom)
Si	0	0	40.7115	-0.0225	-0.0026	0.0024
Si	5.469	0	40.7115	-0.0217	-0.0058	0.0006
Si	2.7345	2.7345	40.7115	-0.0029	-0.0205	-0.0027
Si	8.2035	2.7345	40.7115	-0.0124	-0.0316	-0.0045
Si	0	5.469	40.7115	-0.0187	-0.0054	-0.0029
Si	5.469	5.469	40.7115	-0.0175	-0.0021	0.0024
Si	2.7345	8.2035	40.7115	-0.0006	-0.0227	-0.0021
Si	8.2035	8.2035	40.7115	-0.0039	-0.0225	-0.0007
Si	1.3673	1.3673	42.0787	0.0107	0.0076	-0.0004
Si	6.8362	1.3673	42.0787	0.0047	0.0087	0.0009
Si	4.1018	4.1018	42.0787	-0.0009	-0.0008	0.0001
Si	9.5708	4.1018	42.0787	0.0029	0.0052	-0.0011
Si	1.3673	6.8362	42.0787	0.0046	0.0104	0.0002
Si	6.8362	6.8362	42.0787	0.0077	0.0091	0.0003
Si	4.1018	9.5708	42.0787	-0.0008	0.0023	0.0009
Si	9.5708	9.5708	42.0787	-0.0001	-0.0017	-0.0003
Si	2.7345	0	37.977	0.0047	0.032	-0.0046
Si	8.2035	0	37.977	0.0339	-0.0349	-0.0337
Si	0	2.7345	37.977	-0.1303	-0.1161	0.0048
Si	5.469	2.7345	37.977	-0.1428	-0.0931	-0.0036
Si	2.7345	5.469	37.977	0.0301	0.0229	-0.0035
Si	8.2035	5.469	37.977	-0.0173	0.0332	-0.0048
Si	0	8.2035	37.977	-0.1394	-0.0819	-0.0084
Si	5.469	8.2035	37.977	-0.1171	-0.1013	-0.008
Si	4.1018	1.3673	39.3442	0.0136	0.0108	0.0123
Si	9.5708	1.3673	39.3442	0.0288	0.0074	0.01
Si	1.3673	4.1018	39.3442	0.0124	0.0107	-0.0162
Si	6.8362	4.1018	39.3442	-0.0011	0.0293	-0.0138
Si	4.1018	6.8362	39.3442	0.0091	0.0119	0.012
Si	9.5708	6.8362	39.3442	-0.0019	0.0271	0.0107
Si	1.3673	9.5708	39.3442	0.0069	0.0159	-0.0146
Si	6.8362	9.5708	39.3442	0.0114	0.0125	-0.0147
Si	0	0	3.417	-0.0009	-0.0166	0.0093
Si	5.469	0	3.417	-0.0089	-0.008	0.019
Si	2.7345	2.7345	3.417	0.0108	-0.0304	-0.008
Si	8.2035	2.7345	3.417	-0.0111	-0.0104	-0.0149
Si	0	5.469	3.417	-0.0279	0.0044	0.0186
Si	5.469	5.469	3.417	0.016	-0.0324	0.0089
Si	2.7345	8.2035	3.417	-0.0192	0.0035	-0.0177
Si	8.2035	8.2035	3.417	-0.0092	-0.0189	-0.0074
Si	1.3673	1.3673	4.7843	0.1303	0.0418	-0.0042
Si	6.8362	1.3673	4.7843	0.0969	0.1296	-0.0061
Si	4.1018	4.1018	4.7843	0.0455	-0.0795	0.0004
Si	9.5708	4.1018	4.7843	-0.044	-0.0181	0.0002
Si	1.3673	6.8362	4.7843	0.0792	0.1557	0.0113
Si	6.8362	6.8362	4.7843	0.1386	0.0491	-0.0331
Si	4.1018	9.5708	4.7843	-0.0555	-0.0424	-0.0146
Si	9.5708	9.5708	4.7843	0.0002	-0.0078	0.0179
Si	2.7345	0	0.6825	-0.0012	-0.0021	0.001
Si	8.2035	0	0.6825	0.0025	0.0008	-0.0009
Si	0	2.7345	0.6825	-0.0093	-0.0118	0.0002
Si	5.469	2.7345	0.6825	-0.0036	-0.0102	0.0008
Si	2.7345	5.469	0.6825	0.0035	0.0002	0.0002
Si	8.2035	5.469	0.6825	-0.0055	-0.0023	0.0005
Si	0	8.2035	0.6825	-0.0085	-0.0066	-0.0001
Si	5.469	8.2035	0.6825	-0.0062	-0.0101	0.0008
Si	4.1018	1.3673	2.0497	-0.0002	0.0218	-0.0004
Si	9.5708	1.3673	2.0497	-0.0026	0.0168	0.0038
Si	1.3673	4.1018	2.0497	0.0166	0.0005	0.0039
Si	6.8362	4.1018	2.0497	0.0194	0.0074	-0.0021
Si	4.1018	6.8362	2.0497	-0.0049	0.0174	0.0065
Si	9.5708	6.8362	2.0497	0.0103	0.0239	-0.0003
Si	1.3673	9.5708	2.0497	0.0203	0.0015	-0.0029
Si	6.8362	9.5708	2.0497	0.0171	0.0014	0.0011
Si	0.4432	10.3991	29.9352	0.0284	-0.0392	0.0586
Si	5.889	10.3606	29.9382	0.0401	-0.0258	0.0551
Si	2.1998	3.1384	29.8529	-0.0196	0.0158	0.0201
Si	7.4382	3.0784	29.7248	-0.0383	0.001	0.0277
Si	0.3552	4.9589	29.7903	0.0203	-0.0096	0.0181
Si	5.8755	5.007	29.971	0.0188	-0.0039	0.0332
Si	2.1629	8.6593	29.9384	-0.02	0.0427	0.0619
Si	7.6382	8.647	29.9397	-0.0348	0.0343	0.0599
Si	1.3246	1.3256	31.1391	-0.0196	-0.0185	-0.0424
Si	6.7401	1.3006	31.1455	-0.005	-0.0409	-0.0461
Si	4.0046	4.0776	31.1321	0.0166	-0.0062	-0.0615
Si	9.4457	3.9704	30.9532	-0.0123	-0.0002	-0.0442
Si	1.2658	6.7768	31.1025	0.0275	0.0137	-0.0565
Si	6.7993	6.8039	31.2142	0.0174	0.027	-0.0517
Si	4.0336	9.5083	31.1573	-0.0015	0.0019	-0.0624
Si	9.5059	9.5383	31.1362	-0.0003	-0.0086	-0.053
Si	2.7612	0.0321	32.5231	0.0113	0.0241	0.023
Si	8.2202	0.0406	32.5151	0.0037	0.0166	0.0168
Si	-0.1361	2.6531	32.4493	-0.0168	0.0084	0.0263
Si	5.3418	2.6526	32.5095	-0.0058	-0.0007	0.0257
Si	2.7061	5.5026	32.5027	0.0059	0.0207	0.0405
Si	8.2432	5.4266	32.4663	0.0133	-0.0043	0.0308
Si	-0.1246	8.1006	32.5052	-0.0009	-0.0017	0.0196
Si	5.351	8.1108	32.5541	-0.0112	-0.0131	0.0111
Si	4.0579	1.3454	33.9675	0.0013	-0.0148	-0.0585
Si	9.5359	1.3541	33.941	-0.0024	-0.0157	-0.0486
Si	1.294	4.0719	33.7919	0.0033	-0.0155	-0.035
Si	6.7956	4.0633	33.8027	-0.0028	0.0008	-0.0345
Si	4.0375	6.7931	33.9615	-0.0015	-0.0012	-0.0581
Si	9.5326	6.7648	33.9332	-0.0147	0.0018	-0.0587
Si	1.3226	9.5362	33.7998	-0.0095	-0.0079	-0.0138
Si	6.7958	9.5504	33.8174	0.0054	-0.0038	-0.0061
Si	-0.0098	-0.0379	35.2341	0.03	-0.0112	-0.0158
Si	5.4658	-0.031	35.254	0.0229	-0.0168	-0.0162
Si	2.6655	2.7405	35.2359	-0.0175	0.0337	-0.0021
Si	8.1558	2.7374	35.2429	-0.0144	0.025	-0.0065
Si	-0.0055	5.4254	35.2501	0.0183	-0.0153	0.0036
Si	5.4576	5.4221	35.2387	0.0234	-0.0165	-0.0032
Si	2.6788	8.2077	35.2477	-0.0245	0.0264	-0.0091
Si	8.155	8.1839	35.227	-0.0164	0.0241	-0.0184
Si	1.3437	1.3464	36.6083	-0.0084	-0.0062	0.0123
Si	6.8215	1.3532	36.6145	-0.0038	-0.0016	0.0132
Si	4.0755	4.0791	36.6052	-0.0064	-0.0011	0.0142
Si	9.5492	4.0841	36.6119	0	-0.0091	0.0144
Si	1.3464	6.8185	36.6133	-0.0014	-0.0016	0.0137
Si	6.8115	6.8154	36.6063	-0.0036	-0.0076	0.0117
Si	4.0819	9.5539	36.6099	0.0012	-0.0041	0.012
Si	9.5482	9.5454	36.5983	-0.0038	-0.0063	0.0087
Si	2.7469	0.0067	6.1579	-0.0054	0	-0.0118
Si	8.2247	0.0244	6.1488	0.0084	0.005	-0.0093
Si	0.0242	2.7547	6.1439	0.0041	0.0073	-0.0154
Si	5.4841	2.7421	6.1621	0.0044	0.0012	-0.0111
Si	2.7589	5.4887	6.1398	0.0022	0.0053	-0.018
Si	8.2147	5.4788	6.1579	-0.0005	-0.0005	-0.0123
Si	0.0121	8.2205	6.1603	0.0069	-0.0043	-0.0115
Si	5.4855	8.2138	6.1414	0.0025	0.0086	-0.0151
Si	4.1457	1.3436	7.5274	0.0278	-0.028	0.0147
Si	9.6218	1.3812	7.5124	0.0175	-0.0203	0.0117
Si	1.3899	4.1405	7.4972	-0.0172	0.0025	0.0123
Si	6.8341	4.1352	7.5372	-0.0237	0.0287	0.0009
Si	4.1543	6.8241	7.5091	0.0092	-0.022	0.0069
Si	9.6133	6.823	7.524	0.0241	-0.0261	-0.0002
Si	1.3679	9.6037	7.5399	-0.0311	0.0254	0.0179
Si	6.8382	9.6045	7.4916	-0.0239	0.0101	0.0108
Si	0.0324	0.0585	8.9609	0.0147	0.0004	0.0121
Si	5.5077	-0.0149	8.9501	-0.01	0.0069	0.0111
Si	2.7774	2.7664	8.8021	0.0032	0.0036	0.0555
Si	8.2612	2.7782	8.8253	0.0136	0.0054	0.0604
Si	0.0695	5.4884	8.9342	-0.005	0.0176	0.0241
Si	5.4821	5.4893	8.971	0.0151	-0.0123	0.0439
Si	2.7806	8.2026	8.8107	0.0017	0.0176	0.045
Si	8.2159	8.2268	8.7912	0.0014	0.0076	0.0651
Si	1.4632	1.514	10.2678	0.0078	0.021	-0.0198
Si	6.9623	1.4135	10.2105	0.0062	0.0008	-0.0164
Si	4.0727	4.0454	10.2906	-0.0308	-0.0026	-0.0426
Si	9.6039	4.1043	10.2618	0.0011	-0.0151	-0.0241
Si	1.5128	6.8713	10.2644	0.0127	-0.0203	-0.014
Si	6.8962	6.9485	10.2544	0.0047	0.0188	-0.0425
Si	4.0786	9.4968	10.2679	-0.0048	-0.0147	-0.0241
Si	9.54	9.5416	10.2089	-0.0171	-0.0171	-0.0304
Si	2.8015	0.064	11.5792	0.0051	-0.004	0.0453
Si	8.2485	0.0037	11.6171	-0.0076	0.0061	0.0778
Si	0.0549	2.8255	11.7153	-0.0144	-0.026	0.0507
Si	5.568	2.721	11.5881	-0.0326	-0.0192	0.0636
Si	2.7655	5.4367	11.7427	-0.0057	0.0163	0.0383
Si	8.3184	5.5986	11.5751	0.0214	-0.0048	0.0526
Si	0.1016	8.2797	11.5297	0.0185	0.0425	0.0462
Si	5.4709	8.1884	11.7158	0.0295	-0.007	0.0685
Si	4.6658	0.8901	12.8167	0.0321	-0.0493	-0.0611
Si	10.1087	0.9011	12.8247	0.0287	-0.0271	-0.0677
Si	0.8389	4.697	13.0851	-0.0176	0.0081	-0.0119
Si	6.6116	4.5092	12.761	-0.0102	0.0123	-0.0238
Si	4.737	6.1768	12.9071	0.0137	-0.0201	-0.0349
Si	10.077	6.6165	12.8881	0.0091	0.0016	-0.0133
Si	0.9427	10.1449	12.7674	-0.0447	0.0271	-0.0537
Si	6.38	10.0865	12.8473	-0.0317	0.0438	-0.0737
H	9.7704	1.2012	14.2526	0.003	0.0028	-0.0016
H	1.3104	9.7916	14.1707	-0.001	-0.0009	-0.001
H	4.2913	1.2268	14.2267	0.0021	-0.0005	0.001
H	6.7084	9.7847	14.2743	-0.0004	0.0043	-0.0003
O	4.3612	6.1642	14.5335	0.008	0.009	0.0118
O	7.3773	4.0134	14.1875	-0.0177	0.0267	0.0158
O	9.5831	7.468	14.2576	0.0156	-0.0119	0.0137
O	1.0778	4.3237	14.71	0.0011	0.0041	0.0107
H	5.5572	10.7077	28.5151	-0.0017	-0.0017	0.0031
H	7.9707	8.2959	28.5205	-0.0035	-0.0009	0.0013
H	0.1153	10.7461	28.5114	-0.0006	-0.001	0.0011
H	2.529	8.3673	28.5185	-0.0011	0.0007	0.0006
O	5.5744	5.7099	28.4984	-0.0054	-0.0219	-0.0237
O	7.2705	2.4965	28.1435	0.0169	0.0201	-0.0082
O	10.7546	5.4975	28.3061	0.0022	-0.0025	-0.0121
O	2.7665	2.5063	28.406	-0.0027	0.0268	-0.0152
Si	9.8804	0.8667	25.2795	-0.0051	-0.0015	0.0011
Si	4.1194	5.0979	18.7012	0.0029	0.0006	0.0074
Si	5.5914	8.471	17.6993	0	-0.0005	0.0003
Si	1.4396	3.6307	16.1333	0.0005	-0.007	0.0017
Si	4.7879	1.299	24.9218	-0.0012	-0.0035	-0.0007
Si	6.9767	4.1978	15.7467	0.0046	-0.0037	-0.0006
Si	2.367	5.2271	23.2695	-0.0028	-0.0025	0.0004
Si	9.9855	8.3952	22.9729	0.0021	0.0009	0.005
Si	10.2134	6.0775	26.8909	-0.0061	0.0012	0.0084
Si	2.2111	1.0098	20.2261	0.0014	0.0024	0.0039
Si	2.9921	7.6572	21.7795	-0.0081	0.0044	0.0009
Si	0.6105	3.7212	25.185	0.0043	0.0036	-0.01
Si	9.9488	6.4649	20.6762	0.0016	-0.0012	-0.0016
Si	8.4461	3.6481	18.3394	0.0036	0	0.0073
Si	6.5928	2.0646	20.4041	-0.0021	0.0012	0.0037
Si	1.203	5.6176	18.6991	-0.0024	-0.0003	0.0097
Si	7.999	4.8501	22.6368	0.001	-0.0001	0.0028
Si	4.4071	2.922	16.7998	-0.0018	-0.0037	-0.0011
Si	4.014	6.83	15.9485	0.0006	0.0033	-0.0061
Si	9.7022	8.2582	15.669	0.0009	0.0101	0.0035
Si	8.6882	1.7355	22.5322	0.0005	-0.0001	0.0056
Si	4.9352	5.5506	27.0254	-0.0021	0.0088	0.0017
Si	7.4926	2.1965	26.5473	0.005	-0.005	-0.0055
Si	7.8857	6.4638	17.4207	0.0013	0.0019	0.0055
Si	5.7164	6.1333	21.1701	0.0032	-0.0032	0.0015
Si	7.1771	8.6369	21.9906	0.0025	0.0043	0.0027
Si	4.5653	9.2729	23.7163	-0.0001	0.0035	0.0032
Si	4.0735	2.8136	22.1104	-0.0003	0.0029	-0.0009
Si	8.8385	10.6473	17.0777	0.0019	0.0001	-0.0043
Si	3.1949	7.3651	25.5053	0.0033	0.0027	0.0057
Si	3.1034	9.2628	19.2047	-0.0009	0.0031	0.0033
Si	1.5109	8.1177	16.9577	0.0004	0.009	-0.0041
Si	0.0179	1.8139	17.921	0.0016	-0.0028	0.0017
Si	0.2986	8.7125	25.6764	0.0042	-0.0054	0.0068
Si	10.7167	10.8598	21.4258	0.0044	0.0005	0.0012
Si	3.1473	2.9455	26.8895	0.0039	-0.0042	-0.0024
Si	7.6516	5.2345	25.6449	0.0012	0.009	-0.0026
Si	6.1692	0.6176	17.6984	0.0015	0.0027	0.0017
Si	8.9587	9.176	19.7375	0.0011	0.0037	0.0002
O	4.5108	8.4681	18.9282	-0.0034	-0.0013	-0.0209
O	1.9486	8.4531	25.7002	0.0003	-0.0148	-0.0061
O	2.2457	9.3043	17.8076	0.0084	-0.0157	0.003
O	6.4395	5.0111	22.1264	0.0154	0.0077	-0.0096
O	10.6843	5.0065	25.7233	0.0015	-0.0075	0.0076
O	7.5147	3.1407	19.5808	-0.0007	-0.0064	-0.002
O	6.1062	5.7051	25.8931	0.0078	-0.013	0.0188
O	8.356	8.3013	23.076	0.012	0.0159	-0.0268
O	0.0771	5.5113	19.8776	0.0035	0.0147	0.0054
O	3.6218	1.6607	26.0081	0.0131	0.024	-0.002
O	6.7936	7.339	21.0967	-0.0078	0.0028	0.0216
O	4.9615	1.4021	16.9395	0.0126	0.0139	0.0124
O	3.2431	8.9541	22.7766	0.0202	-0.0069	-0.0013
O	4.1475	5.8585	17.2577	-0.0059	0.0067	0.0083
O	8.4452	5.2917	18.4349	-0.0128	0.0042	-0.0203
O	7.8991	3.3684	16.8136	-0.0068	0.0148	-0.0025
O	3.5137	4.2901	22.5537	-0.0145	-0.0059	0.0043
O	4.5624	10.6889	24.4941	0.0037	0.0024	-0.0019
O	2.838	6.0328	24.6165	-0.0035	0.004	-0.0035
O	4.3439	4.0421	26.8726	-0.0147	0.0034	0.0087
O	5.3299	2.8287	21.074	0.0175	-0.0075	0.0105
O	8.9527	5.4711	21.48	-0.0007	0.0007	0.009
O	0.5366	2.3218	16.4577	0.0051	0.0248	0.0104
O	5.4371	3.7187	15.8469	0.0174	-0.0053	0.0223
O	10.8553	2.2126	25.1244	-0.0108	-0.004	0.0085
O	8.9196	0.8832	23.9226	0.0101	0.022	-0.0125
O	4.4071	6.853	21.7827	0.0028	-0.0022	-0.0116
O	7.3642	1.3333	21.6567	0.0077	0.0198	-0.0136
O	10.6728	7.6801	26.845	0.0029	-0.0079	-0.0121
O	6.164	0.9522	19.2944	0.0041	0.0107	-0.0123
O	1.9696	6.4654	22.2624	0.0102	-0.0068	-0.0112
O	7.8358	9.61	20.8545	0.023	-0.0134	-0.0027
O	3.7677	6.7019	26.8921	0.0165	-0.0182	-0.0072
O	7.0933	5.769	16.1663	0.0042	-0.0184	0.0153
O	5.9152	9.2536	22.793	0.0021	-0.0146	-0.0013
O	2.6675	5.3673	19.4011	0.0047	0.0081	-0.0279
O	4.5638	2.1211	23.5149	-0.0003	0.0045	0.0071
O	10.664	7.959	24.3582	-0.0012	0.0188	-0.0058
O	2.9216	2.1385	21.1551	-0.0008	0.0029	-0.005
O	5.319	5.5262	19.7081	-0.0179	0.0052	0.0099
O	0.2849	8.6727	16.0765	-0.0051	-0.0158	0.0127
O	0.997	7.1011	18.1026	0.0092	-0.0086	-0.0193
O	10.5879	7.4454	21.8111	-0.0147	0.015	0.0152
O	7.6438	0.821	16.9941	0.0079	-0.0099	0.0144
O	8.5206	3.3196	22.8481	-0.0031	-0.0049	-0.0012
O	4.4989	8.1301	24.8748	-0.0243	-0.0017	-0.0031
O	6.809	7.4766	18.113	-0.0034	0.0094	-0.0298
O	7.834	3.6234	25.8381	-0.0092	0.008	0.0127
O	1.1526	4.1937	23.6951	0.0175	0.0074	0.0251
O	10.2313	0.4203	17.5081	-0.0185	0.0076	0.003
O	3.2747	10.8418	19.6198	-0.0171	-0.0057	0.0049
O	1.1368	4.6192	17.4077	0.0178	0.0089	-0.0063
O	4.3338	3.5224	18.3254	-0.0043	0.0158	-0.0271
O	8.5802	6.0534	26.7222	0.0035	-0.0127	-0.0148
O	10.6974	10.3383	25.6372	-0.0021	0.002	0.0085
O	5.0145	8.0661	16.2324	-0.0094	-0.0253	0.0116
O	8.0855	5.5717	24.1011	-0.0087	-0.022	0.0081
O	10.2937	10.0426	20.0823	-0.0179	-0.0081	0.0285
O	2.9702	3.0759	16.0762	-0.0054	0.0139	0.0183
O	2.4505	8.3304	20.3906	0.0064	0.0078	0.0102
O	8.9216	9.715	15.7206	0.0046	-0.0149	0.0258
O	1.3547	0.183	21.3234	-0.0125	-0.0009	-0.0157
O	5.9182	10.005	17.4561	0.0041	0.0082	0.016
O	8.4696	9.6278	18.2835	0.0038	0.0112	0.0033
O	1.2412	1.613	19.0214	-0.0025	-0.0093	0.0016
O	9.8882	2.9088	18.5239	-0.002	-0.0119	-0.0153
O	9.1586	7.2515	16.8184	-0.0157	0.0033	-0.0154
O	6.2256	1.5525	25.6938	0.0002	0.0057	0.0043
O	1.8359	3.6065	26.2275	0.0091	-0.0091	-0.0071
O	9.2411	7.5651	19.6801	0.0092	0.0122	0.0055
O	9.9736	1.37	21.5844	-0.0063	-0.0223	0.0154
O	10.4534	9.93	22.7212	-0.0186	-0.0057	-0.0282
O	8.7901	1.169	26.4742	-0.0049	0.0239	-0.0186
O	2.4829	7.3778	15.8819	0.0165	0.0037	0.0285

Results
free energy: -173285.995 eV
free energy less fixed offsets of H -17.10, O -569.03, Si -635.61 eV per atom: -2.345 eV

The program warned: the cutoff lies below the one the program advises for these potential files; the exchange-correlation potential is rough where the density is thin.
